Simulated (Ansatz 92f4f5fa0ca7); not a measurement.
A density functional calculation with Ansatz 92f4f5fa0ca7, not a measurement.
Periodic cell of 213 atoms, Si132O78H3, from a study of silicon, its oxide and their interface. The atomic structure is a simulated model.
Doubt: the cutoff is far below the 930 eV that the study's wrapper takes by default for these files, so forces and energies are approximate.

Settings
functional: PBE
potential files: Ansatz PAW
basis: plane waves
wave-function cutoff: 580 eV
density cutoff ratio: 5
exchange-correlation grid ratio: 1
k mesh: 1 x 1 x 1, Gamma-centred
self-consistency stop: 5e-08 eV per atom in the density residual
occupations: fixed
spin: none
net charge: +1 e, with a uniform compensating background and no finite-size correction

Cell vectors (angstrom)
a	10.938	0	0
b	0	10.938	0
c	0	0	31.3387

Atoms: element, x, y, z (angstrom)
Si	10.3366	0.5136	23.9917
Si	5.7069	10.6294	23.9327
Si	2.1866	3.0442	23.9139
Si	8.6374	2.2244	24.007
Si	0.3256	4.8872	23.8787
Si	4.8776	5.9231	24.0405
Si	3.1922	7.6498	23.8769
Si	7.4975	8.7894	23.8347
Si	1.1745	1.4152	25.2714
Si	6.8318	1.3104	25.2266
Si	3.9219	4.1048	25.193
Si	9.586	3.986	25.2653
Si	1.3315	6.7313	25.0521
Si	6.703	6.9341	25.1438
Si	4.045	9.4902	25.1584
Si	9.356	9.6277	25.1184
Si	2.6505	-0.0188	26.4555
Si	8.1239	-0.0284	26.6718
Si	-0.0672	2.726	26.7573
Si	5.404	2.7379	26.4667
Si	2.624	5.4664	26.6178
Si	8.1496	5.4922	26.4214
Si	-0.0871	8.1875	26.3514
Si	5.3914	8.2069	26.6384
Si	4.0562	1.3443	27.8517
Si	9.5015	1.3304	28.025
Si	1.3266	4.1082	28.0278
Si	6.787	4.1218	27.8397
Si	4.0344	6.8189	27.9607
Si	9.535	6.8364	27.8225
Si	1.2889	9.5348	27.8216
Si	6.7748	9.5406	28.0018
Si	-0.0007	-0.0206	29.292
Si	5.4331	0.0225	29.2941
Si	2.7438	2.7214	29.2922
Si	8.1531	2.7727	29.2872
Si	-0.0479	5.5134	29.2945
Si	5.4567	5.4723	29.2805
Si	2.6873	8.2276	29.2729
Si	8.2102	8.1853	29.2813
Si	1.3673	1.3673	30.6549
Si	6.8362	1.3673	30.6549
Si	4.1018	4.1018	30.6549
Si	9.5708	4.1018	30.6549
Si	1.3673	6.8362	30.6549
Si	6.8362	6.8362	30.6549
Si	4.1018	9.5708	30.6549
Si	9.5708	9.5708	30.6549
Si	2.7345	0	0.6835
Si	8.2035	0	0.6835
Si	0	2.7345	0.6835
Si	5.469	2.7345	0.6835
Si	2.7345	5.469	0.6835
Si	8.2035	5.469	0.6835
Si	0	8.2035	0.6835
Si	5.469	8.2035	0.6835
Si	4.088	1.3898	2.0589
Si	9.6253	1.3397	2.0539
Si	1.4123	4.0629	2.0498
Si	6.8365	4.0988	2.0495
Si	4.1545	6.796	2.0519
Si	9.5681	6.8558	2.0355
Si	1.3698	9.5877	2.0507
Si	6.8472	9.5513	2.0583
Si	0.1033	0.0482	3.5027
Si	5.4884	0.035	3.3682
Si	2.7798	2.7462	3.5173
Si	8.2506	2.732	3.3405
Si	0.0193	5.4594	3.3173
Si	5.4934	5.426	3.499
Si	2.7765	8.2037	3.333
Si	8.247	8.2223	3.4608
Si	1.4592	1.4173	4.9919
Si	6.92	1.3647	4.6962
Si	4.1489	4.0621	4.9668
Si	9.6318	4.095	4.6788
Si	1.4739	6.7525	4.6293
Si	6.9022	6.8047	4.8184
Si	4.1158	9.5758	4.7218
Si	9.654	9.6204	4.8216
Si	2.9831	0.0948	6.3557
Si	8.3157	0.108	6.1457
Si	0.0301	2.8987	6.2314
Si	5.6482	2.6493	6.2147
Si	2.7081	5.5018	6.2329
Si	8.3438	5.4437	6.1155
Si	0.1657	8.1767	5.9996
Si	5.498	8.2213	6.0564
Si	5.055	0.74	7.5407
Si	9.1705	1.9693	7.4244
Si	0.8852	4.7026	7.5749
Si	7.4328	3.6654	7.3841
Si	3.7416	7.315	7.338
Si	10.0901	6.5057	7.3272
Si	2.1001	9.0076	6.9553
Si	6.6616	9.8438	7.2657
H	3.9856	7.1104	8.813
O	7.0459	4.0175	8.963
O	9.6241	1.795	9.0142
O	5.1067	1.0786	9.1616
O	7.3252	9.129	8.615
O	9.4656	7.3686	8.6098
O	1.2791	4.237	9.1198
H	8.2693	2.6412	22.6155
H	10.7616	0.1891	22.5909
O	10.317	5.3573	22.5761
O	2.7659	2.1401	22.6161
O	2.9724	7.864	22.2383
O	5.2238	5.5317	22.4723
O	4.9653	0.4464	22.6281
O	7.9255	8.2485	22.3346
Si	4.5309	8.2053	14.4921
Si	4.1424	1.6399	21.856
Si	3.9574	1.4322	15.3353
Si	5.9029	1.231	10.5868
Si	8.0735	7.8677	9.3317
Si	7.3036	1.5303	14.6758
Si	5.8189	7.8266	19.0738
Si	8.5662	10.5828	18.8853
Si	5.0129	4.511	21.233
Si	10.5869	2.8467	12.6863
Si	1.1284	5.0215	16.9754
Si	3.2289	8.2925	20.6848
Si	4.6125	9.8831	17.1268
Si	9.325	4.5013	18.4662
Si	8.4102	8.2248	20.7858
Si	6.488	4.9811	18.6843
Si	1.0141	2.2672	15.5318
Si	2.8468	0.0603	19.5324
Si	4.6386	4.0075	11.5497
Si	0.4007	9.3393	15.8816
Si	9.1744	1.0702	10.4068
Si	9.2438	10.4881	14.2292
Si	6.8262	5.173	10.0992
Si	7.4484	2.2463	17.8197
Si	8.7969	5.2324	12.5783
Si	0.4025	0.5584	17.9197
Si	2.3711	5.6229	19.7384
Si	5.0753	10.8883	13.1694
Si	10.4105	5.7437	20.9924
Si	1.6323	4.4733	10.7056
Si	9.6956	9.2499	11.349
Si	7.0031	6.4726	14.9084
Si	1.874	7.1313	14.7405
Si	8.6172	8.5738	16.3688
Si	0.421	6.8594	11.9682
Si	5.5428	3.8562	14.495
O	9.8501	1.7524	11.7173
O	3.1141	3.9032	11.0263
O	4.2544	8.7736	15.9952
O	0.1678	8.411	11.4794
O	9.9923	0.3965	18.7819
O	0.8934	6.7158	13.5148
O	0.6645	3.6317	11.6862
O	8.6054	9.7954	20.3265
O	9.7034	4.6067	20.0536
O	3.5249	10.2768	18.2483
O	3.4187	7.0353	14.23
O	8.4654	8.3093	10.8369
O	3.5953	4.8165	20.4631
O	4.7859	0.3766	16.3037
O	9.738	7.2321	20.7092
O	7.53	1.0839	10.461
O	4.8248	8.2774	20.3086
O	3.9925	1.0335	13.7375
O	5.0882	2.9626	21.7411
O	4.4704	9.4028	13.3969
O	2.1127	4.9415	18.2794
O	7.996	5.4149	18.2461
O	5.299	5.2057	10.654
O	6.8152	2.9369	14.0129
O	0.0895	1.6463	16.7327
O	1.6564	8.6976	15.1126
O	7.3055	1.6982	16.2902
O	5.9905	7.5531	14.2666
O	9.4791	3.9105	13.2348
O	5.3462	0.061	11.5723
O	1.4935	6.0899	10.996
O	2.6357	7.2268	19.593
O	6.4206	0.3013	14.035
O	7.7829	4.8362	11.367
O	9.8182	10.4981	10.3024
O	4.7367	4.3304	13.1494
O	1.0604	5.5912	20.6914
O	6.1366	5.1377	15.3354
O	1.3335	3.8046	15.9293
O	5.5455	6.3297	18.3628
O	2.3895	1.411	15.7054
O	7.4296	0.8525	18.739
O	7.0467	6.6139	9.3757
O	6.3053	4.7555	20.2867
O	8.2356	9.6126	15.1672
O	5.4836	2.6546	11.2361
O	7.2693	7.6448	19.7865
O	10.5212	5.0595	17.511
O	8.8098	1.1216	14.2216
O	6.294	3.4243	18.0746
O	4.5859	2.9467	15.4687
O	-0.1938	10.4447	14.8398
O	1.5789	0.9376	18.9887
O	8.0924	6.0686	13.7719
O	3.7942	1.0999	20.3547
O	8.4405	9.4002	17.7563
O	8.8985	2.9726	18.0843
O	2.4872	9.7453	20.5292
O	1.5414	6.3177	16.0961
O	9.9255	6.1255	11.8413
O	7.74	7.2101	16.176
O	5.7785	9.0685	17.9794
O	0.8344	10.0651	17.2573
O	10.2053	8.1947	16.2013
O	0.4484	2.2435	13.9877
O	9.2129	9.8357	12.764

Results
free energy: -128325.175 eV
free energy less fixed offsets of H -15.97, O -568.88, Si -635.61 eV per atom: -4.105 eV

Forces (eV/angstrom), in the order of the atoms: element, x, y, z
Si	0.0016	0.0009	-0.0018
Si	0.0127	0.0002	0.0178
Si	-0.0056	0.0082	0.0129
Si	0.0006	0.0023	0.0017
Si	0.0103	-0.0019	0.0194
Si	-0.0029	0.009	0.0145
Si	0.0023	-0.0029	0.0258
Si	-0.0065	0.0061	0.0197
Si	0.0086	-0.0051	-0.0077
Si	-0.0122	0	-0.0092
Si	0.0031	-0.0053	-0.0067
Si	-0.0046	0.0048	-0.0098
Si	-0.006	0.0036	-0.0081
Si	0.0055	-0.0036	-0.0056
Si	-0.0052	0.0015	-0.0088
Si	0.0062	-0.0077	-0.0075
Si	0.0016	-0.0035	-0.0071
Si	-0.009	-0.004	0.0428
Si	0.0085	0.0137	0.0468
Si	0.0066	-0.0031	-0.0069
Si	0.0013	0.0055	0.0311
Si	0.0053	-0.0006	-0.0047
Si	0.0036	-0.0033	-0.0047
Si	-0.0027	-0.0013	0.0312
Si	-0.0014	0.0012	0.0009
Si	0.0012	-0.0053	-0.019
Si	-0.0139	-0.0129	-0.0318
Si	-0.0068	0.005	-0.0008
Si	-0.0009	-0.0006	-0.0316
Si	-0.0021	0.0018	-0.0031
Si	-0.0067	0.0024	-0.0035
Si	0.0094	0.0085	-0.0296
Si	-0.0045	0.003	0.0005
Si	0.0052	-0.0092	0.0008
Si	-0.0029	0.0061	0.0057
Si	0.0063	-0.0087	0.0017
Si	0.0092	-0.0054	0.0008
Si	0.0005	0.0042	0.0041
Si	0.0029	-0.0103	0.0036
Si	-0.0037	0.0039	0.0057
Si	0.0616	-0.1384	-0.096
Si	-0.2429	0.1848	0.0653
Si	0.1035	-0.105	-0.0265
Si	-0.2296	0.1592	0.0282
Si	-0.1729	0.2021	0.065
Si	0.0794	-0.0921	-0.1057
Si	-0.2919	0.0809	-0.0068
Si	-0.0109	-0.2427	-0.0049
Si	-0.0115	0.1089	0.0444
Si	0.1883	-0.0813	0.0717
Si	0.2427	-0.1283	-0.1045
Si	-0.0174	0.0767	0.0354
Si	0.1805	-0.1261	-0.0164
Si	-0.1567	0.0762	0.0518
Si	-0.0134	0.186	0.0151
Si	0.213	-0.1719	-0.0705
Si	0.0004	-0.0009	-0.0057
Si	-0.0022	0.0057	-0.0015
Si	-0.0255	0.0097	-0.0074
Si	0.0032	-0.0067	-0.0025
Si	-0.001	-0.0006	0.0065
Si	0.0012	-0.0025	-0.0082
Si	0.0118	-0.0051	0.0021
Si	-0.0095	0.0207	-0.0067
Si	0.0109	-0.0036	0.0052
Si	0.0123	0.0061	0.0213
Si	0.0004	-0.0029	0.012
Si	-0.0114	-0.0065	0.0287
Si	0.0054	-0.0227	0.0208
Si	0.0017	-0.0026	0.0001
Si	-0.02	-0.0087	0.027
Si	0.003	0.0069	0.0012
Si	-0.0014	0.002	-0.0007
Si	-0.0115	-0.0194	-0.0527
Si	-0.0023	0.0081	0.0023
Si	-0.0108	-0.0175	-0.0368
Si	-0.0344	0.0065	-0.0194
Si	0.0008	-0.0175	0.0051
Si	-0.0387	-0.0242	0.0104
Si	-0.0052	-0.0073	0.013
Si	0.0635	0.1118	0.002
Si	0.0023	-0.0008	0.0134
Si	0.0064	0.0006	0.0111
Si	0.0021	0.0074	0.0132
Si	0.0046	-0.0051	0.017
Si	0.0149	0.0264	0.0075
Si	-0.0484	-0.0522	-0.0424
Si	0.01	0.0143	0.0183
Si	-0.0024	0.0022	-0.0303
Si	-0.0001	-0.0095	-0.0281
Si	0.0079	0.0251	-0.0402
Si	0.0028	0.0105	-0.017
Si	0.0475	-0.0511	0.2152
Si	-0.0043	0.0015	-0.016
Si	0.0369	-0.018	-0.0039
Si	0.0015	0.0104	-0.0297
H	-0.0426	0.0281	-0.1943
O	-0.0069	0.0101	0.0225
O	-0.0012	-0.0095	0.0329
O	0.0083	0.0073	0.0436
O	0.0157	-0.0202	0.0183
O	-0.0228	0.0199	0.024
O	0.0078	-0.0103	0.0383
H	0.0014	-0.0003	-0.0019
H	0.0005	-0.0004	-0.0021
O	-0.0094	0.0095	-0.0255
O	0.0158	-0.0125	-0.0146
O	0.0014	0.0064	-0.0323
O	0.0021	-0.0139	-0.0234
O	-0.0154	0.0144	-0.0154
O	0.0121	-0.0068	-0.0289
Si	-0.0008	0.0012	0.0035
Si	-0.0014	-0.0045	0.0142
Si	0.0013	0.003	0.0006
Si	-0.0031	0.0053	-0.0243
Si	0.0088	-0.0116	-0.0355
Si	0.0008	0.0001	0.0054
Si	0.0022	-0.0002	0.001
Si	0.0007	-0.0046	0.0006
Si	0.0011	0.0023	0.0134
Si	-0.0016	0.0053	-0.0078
Si	0.0019	0.0031	0.0028
Si	-0.0051	-0.0063	0.0129
Si	-0.0028	-0.0035	0.003
Si	0.0039	0.0039	0.0017
Si	-0.0016	-0.0038	0.0162
Si	-0.0009	0.0031	0.0025
Si	-0.0048	0.0016	-0.0026
Si	0.0042	0.0029	0.0038
Si	-0.002	0.0012	-0.011
Si	0.0033	0.0018	0.0035
Si	0.0051	0.0009	-0.0201
Si	0.0011	-0.002	-0.0057
Si	0.0048	0.0108	-0.0338
Si	-0.0003	0.0007	-0.0062
Si	-0.0001	-0.0017	-0.0092
Si	0.0022	0.0007	0
Si	0.0009	0.0033	-0.0021
Si	0.0021	-0.0018	-0.0061
Si	0.0007	-0.0002	0.0137
Si	0.0065	0.0008	-0.0162
Si	-0.0007	-0.01	-0.0135
Si	0.0077	-0.004	-0.0004
Si	-0.0067	-0.0053	-0.0007
Si	-0.0009	0.002	0.0029
Si	-0.004	0.0007	-0.0085
Si	-0.0033	0.0041	-0.0045
O	0.0102	0.0109	0.0108
O	0.0022	-0.004	0.0002
O	0.002	0.0034	0.0009
O	0.0025	-0.004	0.0009
O	0.0022	0.0012	0.0042
O	0.0102	0.003	0.0144
O	-0.0088	-0.0104	0.0072
O	0.0005	0.0089	-0.0026
O	-0.0035	-0.0043	-0.005
O	0.0057	-0.002	-0.004
O	0.0035	0.0017	-0.0032
O	0.0134	0.0129	0.0187
O	-0.0068	0.0027	0.0006
O	0.0016	-0.0003	0.0006
O	0.0009	0.001	0.0027
O	-0.005	0.0006	-0.0001
O	0.0069	-0.001	0.0001
O	-0.0016	0.0022	0.001
O	0.002	0.0074	0.0017
O	0.0014	-0.0026	-0.0004
O	-0.0048	-0.003	-0.0053
O	0	-0.0008	0.0023
O	-0.0018	-0.0069	0.0073
O	-0.0001	-0.003	-0.0031
O	0.001	0.0005	0.0003
O	-0.0006	0.0034	-0.0013
O	0.0003	0.0013	0.0014
O	-0.0004	0.0004	-0.0054
O	0.0012	-0.002	-0.0012
O	-0.0048	-0.0064	0.0139
O	-0.0038	0.0058	0.0053
O	-0.0005	-0.0031	0.0009
O	0.0049	0.0026	-0.0014
O	0.0191	-0.0028	0.0222
O	-0.0018	-0.0011	0.0042
O	0.0063	-0.0016	0.0191
O	0.0046	-0.0004	0.0002
O	-0.0003	0.0007	0.0002
O	0.0008	-0.0007	-0.0003
O	0.0001	-0.0019	0.001
O	0.0021	0.0002	-0.0005
O	-0.0001	0.0027	0.0038
O	0.0021	-0.0098	0.0106
O	0.0071	0.001	-0.007
O	0.0009	-0.0018	-0.0003
O	-0.0012	0.0008	-0.0006
O	-0.008	-0.0021	-0.0011
O	0.0041	-0.0006	-0.0006
O	-0.0016	-0.0006	-0.0021
O	0.001	-0.003	0.0017
O	-0.0023	-0.0028	0.0003
O	0.0033	-0.0021	0.0007
O	-0.005	0.0008	0.0011
O	-0.008	0.0066	0.0064
O	-0.0057	-0.0076	-0.0104
O	0.0011	-0.0018	-0.0026
O	-0.0013	-0.001	0.0039
O	0.0001	0.0061	0.0015
O	0.0005	-0.0033	0.0018
O	0.0016	-0.0017	-0.0014
O	0.0018	0.0022	0.0018
O	-0.0017	0.0053	-0.0014
O	-0.0003	-0.0009	0.0021
O	-0.0002	0.0004	-0.0006
O	0.008	-0.0046	0.0102
O	-0.0028	0.0079	0.0152

The program warned: the cutoff lies below the one the program advises for these potential files; the exchange-correlation potential is rough where the density is thin.
